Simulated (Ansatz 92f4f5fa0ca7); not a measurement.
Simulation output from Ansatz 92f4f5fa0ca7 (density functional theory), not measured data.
Periodic cell of 262 atoms, Si166O96, from a study of silicon, its oxide and their interface. The atomic structure is a simulated model.
Doubt: the cutoff is far below the 930 eV that the study's wrapper takes by default for these files, so forces and energies are approximate.
This geometry differs little from another in the collection (a relaxation step or a small displacement).

Settings
functional: PBE
potential files: Ansatz PAW
basis: plane waves
wave-function cutoff: 580 eV
density cutoff ratio: 5
exchange-correlation grid ratio: 1
k mesh: 1 x 1 x 1, Gamma-centred
self-consistency stop: 5e-08 eV per atom in the density residual
occupations: fixed
spin: none
net charge: 0

Cell vectors (angstrom)
a 10.938 0 0
b 0 10.938 0
c 0 0 37.9916

Atoms: element, x, y, z (angstrom)
Si 0 0 0.683
Si 5.469 0 0.683
Si 2.7345 2.7345 0.683
Si 8.2035 2.7345 0.683
Si 0 5.469 0.683
Si 5.469 5.469 0.683
Si 2.7345 8.2035 0.683
Si 8.2035 8.2035 0.683
Si 1.3673 1.3673 2.0503
Si 6.8362 1.3673 2.0503
Si 4.1018 4.1018 2.0503
Si 9.5708 4.1018 2.0503
Si 1.3673 6.8362 2.0503
Si 6.8362 6.8362 2.0503
Si 4.1018 9.5708 2.0503
Si 9.5708 9.5708 2.0503
Si 2.7345 0 35.9401
Si 8.2035 0 35.9401
Si 0 2.7345 35.9401
Si 5.469 2.7345 35.9401
Si 2.7345 5.469 35.9401
Si 8.2035 5.469 35.9401
Si 0 8.2035 35.9401
Si 5.469 8.2035 35.9401
Si 4.1018 1.3673 37.3074
Si 9.5708 1.3673 37.3074
Si 1.3673 4.1018 37.3074
Si 6.8362 4.1018 37.3074
Si 4.1018 6.8362 37.3074
Si 9.5708 6.8362 37.3074
Si 1.3673 9.5708 37.3074
Si 6.8362 9.5708 37.3074
Si 0.4409 -0.8308 27.8363
Si 5.2893 -0.4258 27.3699
Si 2.1439 2.5383 26.4737
Si 6.2054 1.7048 27.222
Si -0.4248 4.3663 27.054
Si 4.8069 3.6543 27.2122
Si 2.0402 8.2807 27.5427
Si 7.5972 8.3438 27.2066
Si 1.3717 1.0513 29.0202
Si 7.4712 1.9329 29.1778
Si 4.7471 4.6298 29.3181
Si 9.2559 3.5875 29.0258
Si 1.2206 6.5778 28.9037
Si 6.4896 6.3856 29.1863
Si 4.2935 9.5524 29.2693
Si 9.6822 9.5128 29.3459
Si 2.8172 -0.0623 30.5261
Si 8.3336 0.1125 30.5035
Si 0.0407 2.5925 30.3485
Si 5.6808 2.821 30.5324
Si 2.8058 5.4987 30.3543
Si 8.2581 5.3323 30.3841
Si 0.0588 7.9877 30.5256
Si 5.6125 8.1337 30.5652
Si 4.206 1.3927 31.7885
Si 9.6795 1.3825 31.9148
Si 1.4368 4.0401 31.6794
Si 6.9528 4.1226 31.9587
Si 4.097 6.8515 31.856
Si 9.5731 6.7071 31.8317
Si 1.4161 9.4751 31.8394
Si 6.9584 9.5992 31.8226
Si 0.0629 -0.0594 33.2079
Si 5.5249 -0.0096 33.1769
Si 2.784 2.7281 33.1467
Si 8.2905 2.7311 33.2797
Si 0.0603 5.3824 33.1513
Si 5.4847 5.4806 33.216
Si 2.7645 8.187 33.2543
Si 8.2644 8.1737 33.1915
Si 1.3989 1.3674 34.5484
Si 6.856 1.3683 34.5768
Si 4.1075 4.1063 34.563
Si 9.6215 4.1151 34.6029
Si 1.3597 6.8121 34.5613
Si 6.8404 6.8602 34.5705
Si 4.1265 9.592 34.5728
Si 9.592 9.5598 34.5761
Si 2.7097 -0.0091 3.4329
Si 8.188 0.0202 3.4033
Si -0.0234 2.7364 3.4226
Si 5.4421 2.723 3.4227
Si 2.7163 5.4661 3.4282
Si 8.1781 5.4635 3.4358
Si -0.0111 8.1953 3.4126
Si 5.4485 8.1932 3.422
Si 4.0308 1.4011 4.8048
Si 9.4829 1.4276 4.789
Si 1.3166 4.1205 4.7997
Si 6.7688 4.1074 4.8008
Si 4.0424 6.8618 4.8077
Si 9.5274 6.8766 4.7851
Si 1.3149 9.5707 4.8019
Si 6.7884 9.6233 4.7483
Si -0.0989 0.0349 6.0951
Si 5.3899 0.0085 6.1309
Si 2.6497 2.7564 6.2045
Si 8.0953 2.7582 6.218
Si -0.0692 5.4967 6.1517
Si 5.3939 5.4789 6.1578
Si 2.6666 8.2122 6.2108
Si 8.1878 8.3256 6.1102
Si 1.2095 1.3509 7.5037
Si 6.6888 1.3448 7.5597
Si 3.9872 4.1577 7.5846
Si 9.4838 4.1682 7.543
Si 1.2634 6.8374 7.5732
Si 6.7903 6.9472 7.3724
Si 4.0338 9.6229 7.5493
Si 9.4977 9.709 7.5529
Si 2.5442 -0.0159 8.8943
Si 8.0386 0.0279 9.0015
Si -0.1774 2.6959 8.8737
Si 5.2066 2.6245 8.9026
Si 2.561 5.4458 9.0138
Si 8.2139 5.7483 8.7888
Si -0.0384 8.3377 8.8751
Si 5.4019 8.1784 8.8344
Si 3.5387 1.5916 10.2296
Si 9.1192 1.6998 10.282
Si 1.2957 3.8308 10.2814
Si 6.6161 3.6884 10.3818
Si 3.8506 7.0285 10.1964
Si 9.3203 7.285 10.2016
Si 1.5828 9.2893 10.3102
Si 6.8834 9.3127 10.2731
O 10.5901 -0.7391 26.3546
O 2.4695 7.928 25.9803
O 9.7021 1.2351 11.7491
O 1.0206 9.8009 11.7703
O 2.4609 2.7415 10.7868
O 8.1346 8.3221 10.7544
O 6.4486 20.3842 26.844
O 0.6648 3.2665 26.4035
O 4.0968 0.7814 11.5469
O 10.9676 0.2413 13.7857
O 8.0075 13.8066 10.6536
O 6.0062 9.8087 11.5951
O 10.1734 6.7191 11.4955
O 0.3186 4.3378 11.5329
O 7.0037 16.081 9.7549
O 4.5753 6.4654 11.5658
O 4.0147 -0.4952 26.2969
O 6.8913 6.9148 27.6349
O 2.3818 1.3507 25.341
O 22.2542 5.4823 27.9608
O 8.6183 8.3196 25.9272
O 9.7703 5.1263 25.7843
O 3.3862 3.6014 26.3269
O 4.7717 5.2613 24.0911
Si -0.4156 -7.8016 15.4698
Si 7.1453 9.3754 21.6637
Si 5.5652 5.5528 12.465
Si 5.724 4.5069 15.0986
Si 18.0993 -1.4998 18.6016
Si 5.1764 10.9255 12.4617
Si 8.4506 3.2504 17.6425
Si 7.9977 6.1169 14.0719
Si 12.4283 4.0175 19.0586
Si 10.1946 9.4363 17.943
Si -0.9767 -1.8713 25.3372
Si 1.0878 5.7785 15.1307
Si 14.618 0.384 24.9551
Si 9.9209 3.0234 22.4199
Si 19.9544 5.2725 24.3178
Si 13.3468 0.2303 20.5536
Si 12.9228 -7.8632 21.8458
Si 4.3079 -1.0874 22.3815
Si 6.3018 1.172 17.2949
Si 8.8509 0.2293 23.2403
Si 9.5049 4.7048 19.9198
Si 3.2462 5.0569 23.5651
Si 6.5088 1.7244 24.8935
Si 13.6459 7.3963 21.9675
Si 10.8284 12.5137 17.8489
Si 3.4943 5.5041 16.9442
Si 12.5337 7.3236 24.731
Si 4.724 8.3016 17.2623
Si 9.8721 1.3614 13.3611
Si 6.873 1.5473 14.4111
Si 9.2156 7.1573 21.8708
Si 10.0393 8.0334 15.1807
Si 6.131 4.7072 24.7869
Si 10.6344 5.519 12.5004
Si 11.6671 -1.1661 13.3759
Si 3.5893 0.0548 17.7641
Si 3.464 9.8408 14.984
Si 11.5985 -2.3764 20.3722
O 9.3575 2.0839 18.3258
O 3.4218 10.3168 23.6913
O 12.7708 7.4544 20.6018
O 11.2192 -2.4599 18.7839
O 11.9441 2.5317 18.5593
O 10.3497 -2.7152 21.3719
O 7.4339 5.652 24.5284
O 8.4793 4.5307 18.6487
O 13.2814 12.8795 27.9896
O 2.5958 6.0288 15.674
O 0.0745 -3.1182 25.1234
O 2.5218 4.7292 18.0065
O 4.2908 8.6134 15.7026
O 6.9369 2.6634 17.5004
O 1.9569 1.4979 21.4674
O 12.7784 -2.9951 23.25
O 3.0819 -0.027 16.1912
O 10.0544 9.1761 16.34
O 9.6215 -1.0101 23.9919
O 9.1039 3.5958 16.1718
O 8.2382 -0.3652 21.8493
O 20.2687 3.4256 20.944
O 17.2708 8.4544 17.5724
O 6.2479 1.0683 13.0011
O 5.8792 4.0922 11.7835
O 18.0055 0.0692 18.1929
O 4.021 8.3239 21.9165
O 0.95 5.8899 13.4978
O 14.1092 5.8726 22.1602
O 6.2851 3.0348 14.6944
O 4.1913 -4.1248 17.6488
O 9.6211 6.4 23.2796
O 9.0385 6.053 20.6891
O 11.469 3.5007 22.4295
O 8.5534 7.4706 14.7987
O 5.9115 9.8323 22.6389
O 6.9587 6.3688 12.8163
O 11.0447 4.865 19.3492
O 10.8098 10.9298 18.1742
O 13.9272 3.504 23.0823
O 15.6887 1.2013 17.7726
O 6.6238 -1.6858 20.1271
O 6.4288 0.687 15.7299
O -0.3397 -2.3288 13.7639
O 7.6925 0.814 24.2399
O 11.6222 4.3001 15.6648
O 15.9313 1.2242 24.4879
O 9.8353 1.4353 22.7639
O 6.5362 3.2252 24.2402
O 0.0835 1.7857 16.2417
O 13.2609 3.8525 20.4505
O 4.4193 10.327 13.7618
O 7.8076 -2.989 22.1114
O 8.4706 1.2718 14.2037
O 4.7247 4.5434 16.3965
O 1.2643 -0.912 20.7933
O 13.0232 -5.2085 24.572
O 10.4665 2.7994 13.8729
O 14.9809 9.4738 18.1846
O 9.2943 5.2626 13.4598
O 7.1047 5.3928 15.2489
O 10.9929 6.8554 15.7799
O 2.5547 0.4873 18.9404
O 8.7458 9.0992 18.5943
O 3.8965 -0.15 21.1129
O 2.0529 -1.4887 14.2733
O 9.1539 -7.1174 23.6027
O 4.8444 5.1558 13.8747
O -2.4773 -2.2173 28.5379
O 2.7617 -13.6915 10.6768
O 3.4334 -2.5108 28.3884
O 5.8265 4.6556 26.3855

Results
free energy: -160124.359 eV
free energy less fixed offsets of O -568.88, Si -635.61 eV per atom: -0.619 eV

Forces (eV/angstrom), in the order of the atoms: element, x, y, z
Si -0.0275 0.023 -0.0082
Si 0.0088 0.051 -0.0003
Si 0.0022 0.069 0.0183
Si -0.0472 0.0607 0.0005
Si -0.0377 0.0313 -0.0122
Si 0.0016 0.0427 -0.0044
Si 0.0051 0.0372 0.0121
Si -0.0095 0.0379 0.0228
Si -0.1131 -0.0284 0.0957
Si -0.173 0.0943 -0.1111
Si -0.0787 0.0327 0.0571
Si -0.0985 0.1124 0.0548
Si -0.0402 -0.037 -0.0236
Si -0.0867 -0.0316 0.0561
Si -0.0837 0.0318 0.0793
Si -0.0435 0.059 0.0309
Si 0.119 0.1033 -0.0115
Si 0.0548 -0.1179 -0.0005
Si 0.2941 -0.1717 0.0717
Si -0.0052 -0.0281 -0.0706
Si -0.0094 -0.0507 -0.0293
Si 0.0657 0.1513 -0.0672
Si 0.0615 -0.1776 0.0198
Si 0.0629 0.118 0.0588
Si -0.0035 -0.0486 0.027
Si 0.0408 -0.0629 -0.0088
Si 0.0459 -0.0907 0.0256
Si 0.0067 -0.0311 -0.0351
Si -0.0084 -0.007 -0.0146
Si -0.0166 0.0102 0.0306
Si 0.0299 -0.0613 -0.0205
Si -0.0059 -0.0434 0.0268
Si -0.021 0.0626 0.0063
Si 0.0241 -0.0403 -0.0303
Si -0.0162 -0.0045 -0.0146
Si 0.0307 -0.0171 -0.0064
Si 0.0374 0.0053 -0.0293
Si -0.0459 -0.0283 -0.0255
Si -0.0048 0.0239 -0.0084
Si -0.0002 0.0194 0.145
Si -0.0046 -0.0408 -0.0048
Si 0.0034 -0.0045 -0.0146
Si 0.0104 0.0197 0.008
Si 0.0086 0.012 -0.0131
Si 0.0147 -0.06 -0.004
Si -0.0082 -0.025 0.0249
Si 0.0604 -0.0299 0.0212
Si -0.0465 -0.0969 -0.1031
Si -0.0051 0.0672 0.0066
Si 0.0016 -0.0058 -0.021
Si 0.0048 -0.0025 0.0016
Si -0.0024 0.0017 0.005
Si -0.0248 -0.008 -0.0201
Si -0.0092 0.0122 -0.0047
Si -0.0519 0.0013 0.0065
Si 0.0053 0.0244 -0.0162
Si -0.0036 -0.023 0.0018
Si 0.0196 0.0004 0.0121
Si 0.0013 0.0043 0.0113
Si 0.0104 0.0049 -0.0057
Si 0 0.007 0.0158
Si 0.0096 -0.0071 -0.0034
Si 0.0088 -0.0007 0.0124
Si -0.0199 -0.0196 0.0048
Si -0.0098 0.0045 0.0092
Si 0.0022 0.0189 0.0032
Si -0.0148 0.0051 -0.0055
Si -0.0133 -0.0075 0.0049
Si 0.0006 -0.0018 -0.0056
Si -0.0005 -0.0001 0.0012
Si 0.0089 -0.0068 0.0104
Si 0.0019 0.0047 -0.0091
Si 0.0088 0.0101 0.0024
Si -0.0012 -0.0036 0.0002
Si 0.0036 -0.006 0.0062
Si 0.0046 0.0077 -0.0098
Si 0.0025 -0.0039 0.0062
Si 0.0142 -0.0104 -0.0009
Si 0.0066 -0.0073 0.0015
Si -0.0024 0.0022 0.002
Si -0.0033 -0.0006 -0.0026
Si -0.0028 -0.0013 -0.0016
Si 0.0008 -0.0003 0.004
Si -0.0016 -0.0047 -0.0011
Si -0.0017 0.0054 0.0027
Si -0.0021 -0.0062 -0.0011
Si 0.0013 0.0013 -0.0048
Si -0.0055 0.0015 0.0019
Si -0.0059 0.0033 -0.008
Si 0.0034 -0.0044 -0.0045
Si -0.004 -0.0015 -0.0102
Si 0.0043 0.0088 0.0001
Si 0.0073 -0.0067 -0.0088
Si -0.0037 -0.0004 -0.0074
Si 0.0082 0.0009 -0.0027
Si 0.0062 0.0014 -0.0097
Si 0 0.014 -0.0031
Si -0.0047 -0.0101 0.0035
Si 0.0058 -0.0057 -0.0035
Si -0.0036 -0.004 -0.0036
Si 0.0146 -0.0044 0.0153
Si 0.0019 0.0065 0.0168
Si -0.0105 -0.014 -0.0078
Si -0.0247 -0.0013 0.0105
Si 0.0242 -0.0189 -0.0277
Si 0.002 0.0157 -0.007
Si 0.0326 0.0247 -0.0083
Si 0.0247 -0.0323 -0.0109
Si 0.0058 -0.0038 -0.0286
Si 0.0254 -0.0199 -0.0017
Si 0.0121 0.0227 -0.012
Si 0.0111 0.0042 0.0129
Si -0.0175 -0.0145 -0.003
Si 0.0176 -0.0175 0.0032
Si -0.0121 0.0228 0.0005
Si -0.0283 -0.0266 -0.02
Si -0.0035 -0.0205 -0.009
Si -0.0161 0.1123 0.017
Si -0.0323 0.0042 0.0195
Si 0.0145 -0.009 0.0067
Si 0.0543 -0.0111 0.0497
Si -0.0097 0.0042 -0.0492
Si -0.0133 0.0458 0.0342
Si 0.0116 0.0649 0.0307
Si -0.0102 0.0113 -0.0116
Si -0.0079 -0.021 -0.0447
Si 0.0031 -0.0027 -0.0339
Si 0.0092 -0.0019 0.0098
O -0.0118 -0.0282 -0.0306
O -0.0159 -0.0255 -0.0246
O 0.0085 -0.0055 0.0343
O -0.0097 0.0028 0.0407
O 0.0139 -0.0223 0.0059
O -0.0128 0.0152 0.0131
O 0.064 -0.0394 0.0833
O 0.0045 0.0001 0.0157
O -0.0069 0.0103 -0.0408
O -0.0057 0.0003 -0.0227
O -0.0364 -0.0291 0.016
O -0.0095 0.0019 -0.0159
O 0.0142 -0.0176 0.0081
O -0.0245 0.0083 0.0013
O -0.005 -0.0783 -0.0015
O 0.0165 -0.0101 0.0063
O 0.0135 0.0052 0.002
O 0.0829 0.173 -0.0347
O 0.032 -0.0087 -0.0096
O -0.0116 0.0192 0.0166
O -0.0013 0.0116 0.0129
O -0.0157 0.0005 -0.0025
O -0.0027 0.0039 0.0151
O -0.0341 -0.0069 0.0008
Si 0.0118 0.0002 0.0029
Si 0.0012 0.0031 -0.0087
Si -0.0125 -0.0031 0.0197
Si 0.0031 -0.0008 0.008
Si 0.0008 0.0001 0.0017
Si -0.017 -0.008 0.029
Si -0.0039 -0.0014 -0.0037
Si 0.0099 -0.0097 0.0142
Si 0.0025 0.0014 -0.0086
Si 0.0007 0.0003 -0.0086
Si 0.0104 0.0172 0.0088
Si 0.0013 0.0044 -0.0017
Si -0.0339 0.0206 -0.0114
Si -0.0003 0.0027 -0.0052
Si 0.0075 0.0137 0.0138
Si -0.0043 -0.0031 0.0037
Si -0.0005 0.0032 0.0012
Si -0.0032 0.0152 0.0002
Si 0.0027 -0.0109 -0.0058
Si 0.0089 -0.015 -0.0162
Si 0.001 0.0014 -0.006
Si 0.0206 0.009 -0.0145
Si -0.0227 -0.0134 -0.0175
Si 0.0091 0.0089 -0.0247
Si 0.0075 -0.0004 -0.0039
Si -0.0022 -0.0024 0.0002
Si 0.0013 0.0159 0.0093
Si 0.0002 0.0025 -0.0041
Si 0.0183 -0.0202 0.0128
Si 0.0009 0.0061 0.0034
Si 0.0033 -0.0065 0.0048
Si 0.001 0.0012 0.0036
Si -0.0013 0.0319 -0.0109
Si 0.0178 -0.0088 -0.0166
Si -0.0046 0.0084 0.0104
Si -0.008 -0.0013 -0.0063
Si 0.007 0.008 -0.0146
Si 0.0024 0.0005 0.0001
O 0.0008 0.0014 0.0012
O 0.016 -0.0138 -0.0175
O 0.014 -0.0008 0.0193
O 0.0017 -0.0004 0.0013
O -0.005 0.0032 0
O 0.0075 0.0028 -0.0019
O -0.0014 -0.0155 0.0048
O 0.0031 -0.0024 0.0054
O 0.0078 0.0192 -0.0086
O 0.009 -0.0026 -0.0002
O 0.0146 -0.0086 -0.0031
O -0.0011 -0.0018 0.0012
O 0.0069 -0.0091 0.0024
O 0.004 -0.0009 -0.0008
O 0.0035 -0.0071 -0.0029
O 0.0076 -0.0056 -0.0053
O 0.0017 0.0043 0.0073
O -0.001 0.0013 0.0031
O -0.0092 0.0114 -0.0058
O -0.0044 -0.0003 -0.0014
O -0.0026 -0.0045 -0.0002
O 0.0048 0.0038 -0.0029
O 0.0016 0.0029 0.0012
O 0.0055 0.0021 -0.011
O 0.0033 0.0123 -0.017
O -0.0077 -0.0008 -0.0037
O -0.029 -0.0252 0.0075
O 0.0059 -0.0002 0.0047
O -0.0059 0.0102 0.0199
O -0.0022 0.0065 -0.0051
O -0.0005 0.0018 -0.0009
O -0.0041 0.0088 -0.0146
O 0.0021 -0.0046 -0.0009
O 0.0052 -0.0076 -0.0035
O 0.0062 0.0099 -0.005
O -0.0001 -0.0041 0.0056
O 0.0093 -0.0083 -0.0132
O 0.0006 -0.0028 0.0019
O 0.0004 -0.002 0.0006
O -0.0033 -0.0043 -0.0065
O 0.0103 0.0013 -0.0032
O 0.0037 0.0023 -0.0104
O 0.0033 0.0034 0.0135
O -0.0021 0.0003 -0.0044
O 0.0001 0.0041 0.0075
O -0.0034 -0.0056 -0.0039
O 0.0093 -0.0062 0.0128
O -0.0035 0.0016 0.0087
O 0.0061 -0.0251 0.007
O 0.0014 0 -0.0015
O -0.0021 -0.0002 0.0028
O -0.01 -0.0051 0.0089
O 0.0014 0.0019 0.0025
O -0.0107 0.003 -0.0046
O -0.0047 0.0001 0
O 0.0071 0.0058 -0.0037
O 0.0044 0.0022 -0.0059
O -0.0001 0.0018 -0.0061
O 0.0008 -0.0002 0.0038
O -0.0224 0.002 -0.0002
O -0.0055 -0.0063 -0.0077
O -0.0013 0.0019 -0.0034
O 0.0047 -0.0019 0.0022
O -0.0043 0.0051 0.0032
O -0.0142 -0.0031 -0.0035
O 0.0073 -0.0019 -0.0066
O 0.0024 -0.0178 -0.0063
O -0.0003 -0.0097 0.0045
O -0.0752 -0.0367 -0.1105
O -0.0055 0.0185 0.0039
O -0.038 -0.0119 -0.0141
O 0.0118 0.0058 -0.0154

The program warned: the cutoff lies below the one the program advises for these potential files; the exchange-correlation potential is rough where the density is thin.
